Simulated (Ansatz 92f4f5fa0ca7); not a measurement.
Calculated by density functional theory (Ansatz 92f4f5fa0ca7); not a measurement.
Periodic cell of 357 atoms, Si241O116, from a study of silicon, its oxide and their interface. The atomic structure is a simulated model.
Doubt: the cutoff is far below the 930 eV that the study's wrapper takes by default for these files, so forces and energies are approximate.

Settings: functional PBE; potential files Ansatz PAW; basis plane waves; wave-function cutoff 580 eV; density cutoff ratio 5; exchange-correlation grid ratio 1; k mesh 1 x 1 x 1, Gamma-centred; self-consistency stop 5e-08 eV per atom in the density residual; occupations fixed; spin none; net charge 0.

Cell vectors (angstrom)
a, 11.6015, 0, 0
b, 0, 13.3963, 0
c, 0, 0, 40.6453

Atoms: element, x, y, z (angstrom)
Si, 0, 2.2327, 1.1851
Si, 3.8672, 2.2327, 1.1851
Si, 7.7343, 2.2327, 1.1851
Si, 1.9336, 5.5818, 1.1851
Si, 5.8008, 5.5818, 1.1851
Si, 9.6679, 5.5818, 1.1851
Si, 0, 8.9308, 1.1851
Si, 3.8672, 8.9308, 1.1851
Si, 7.7343, 8.9308, 1.1851
Si, 1.9336, 12.2799, 1.1851
Si, 5.8008, 12.2799, 1.1851
Si, 9.6679, 12.2799, 1.1851
Si, 1.9336, 1.1164, 1.9745
Si, 5.8008, 1.1164, 1.9745
Si, 9.6679, 1.1164, 1.9745
Si, 0, 4.4654, 1.9745
Si, 3.8672, 4.4654, 1.9745
Si, 7.7343, 4.4654, 1.9745
Si, 1.9336, 7.8145, 1.9745
Si, 5.8008, 7.8145, 1.9745
Si, 9.6679, 7.8145, 1.9745
Si, 0, 11.1635, 1.9745
Si, 3.8672, 11.1635, 1.9745
Si, 7.7343, 11.1635, 1.9745
Si, 1.9336, 1.1164, 4.3426
Si, 5.8008, 1.1164, 4.3426
Si, 9.6679, 1.1164, 4.3426
Si, 0, 4.4654, 4.3426
Si, 3.8672, 4.4654, 4.3426
Si, 7.7343, 4.4654, 4.3426
Si, 1.9336, 7.8145, 4.3426
Si, 5.8008, 7.8145, 4.3426
Si, 9.6679, 7.8145, 4.3426
Si, 0, 11.1635, 4.3426
Si, 3.8672, 11.1635, 4.3426
Si, 7.7343, 11.1635, 4.3426
Si, 0, 0, 36.3047
Si, 3.8672, 0, 36.3047
Si, 7.7343, 0, 36.3047
Si, 1.9336, 3.3491, 36.3047
Si, 5.8008, 3.3491, 36.3047
Si, 9.6679, 3.3491, 36.3047
Si, 0, 6.6981, 36.3047
Si, 3.8672, 6.6981, 36.3047
Si, 7.7343, 6.6981, 36.3047
Si, 1.9336, 10.0472, 36.3047
Si, 5.8008, 10.0472, 36.3047
Si, 9.6679, 10.0472, 36.3047
Si, 0, 0, 38.6729
Si, 3.8672, 0, 38.6729
Si, 7.7343, 0, 38.6729
Si, 1.9336, 3.3491, 38.6729
Si, 5.8008, 3.3491, 38.6729
Si, 9.6679, 3.3491, 38.6729
Si, 0, 6.6981, 38.6729
Si, 3.8672, 6.6981, 38.6729
Si, 7.7343, 6.6981, 38.6729
Si, 1.9336, 10.0472, 38.6729
Si, 5.8008, 10.0472, 38.6729
Si, 9.6679, 10.0472, 38.6729
Si, 0, 2.2327, 39.4622
Si, 3.8672, 2.2327, 39.4622
Si, 7.7343, 2.2327, 39.4622
Si, 1.9336, 5.5818, 39.4622
Si, 5.8008, 5.5818, 39.4622
Si, 9.6679, 5.5818, 39.4622
Si, 0, 8.9308, 39.4622
Si, 3.8672, 8.9308, 39.4622
Si, 7.7343, 8.9308, 39.4622
Si, 1.9336, 12.2799, 39.4622
Si, 5.8008, 12.2799, 39.4622
Si, 9.6679, 12.2799, 39.4622
Si, 0.4027, 0.0818, 29.3449
Si, 3.9043, 0.0502, 29.159
Si, 8.2522, 0.0826, 28.7766
Si, 1.8768, 3.3363, 29.3472
Si, 5.6487, 3.2787, 28.9902
Si, 7.5794, 2.1849, 29.6791
Si, 1.9385, 5.5793, 29.9697
Si, 3.8415, 6.6105, 29.139
Si, 7.5134, 6.662, 29.3314
Si, 2.0609, 10.1406, 29.2471
Si, 5.4895, 9.8848, 29.2782
Si, 9.9047, 10.4481, 28.8762
Si, 0.2369, 2.125, 30.3768
Si, 3.8311, 2.2326, 29.9804
Si, 9.3095, 3.5361, 28.9897
Si, 0.3683, 6.9362, 28.9012
Si, 5.6738, 5.4354, 29.9491
Si, 9.3795, 5.5595, 30.0867
Si, 0.0703, 9.1134, 29.7519
Si, 3.711, 8.7415, 30.0936
Si, 7.3959, 8.8471, 30.0899
Si, 2.1645, 12.2556, 30.1428
Si, 5.6352, 12.1138, 29.937
Si, 9.985, 12.4869, 29.9759
Si, -0.007, 2.2299, 32.633
Si, 3.8613, 2.2289, 32.3548
Si, 7.7179, 2.1997, 32.1526
Si, 1.922, 5.5882, 32.3488
Si, 5.7618, 5.5428, 32.3277
Si, 9.6398, 5.5771, 32.4057
Si, -0.032, 8.9576, 32.1951
Si, 3.8164, 8.89, 32.4293
Si, 7.6739, 8.9304, 32.4093
Si, 1.9488, 12.2795, 32.4662
Si, 5.7624, 12.266, 32.3171
Si, 9.6994, 12.306, 32.3243
Si, 1.9675, 1.1098, 33.2343
Si, 5.8104, 1.1129, 33.0923
Si, 9.6049, 1.1117, 33.1558
Si, -0.0063, 4.5043, 33.1985
Si, 3.8404, 4.4574, 33.1557
Si, 7.6981, 4.4097, 33.0933
Si, 1.8567, 7.8192, 33.137
Si, 5.7601, 7.7709, 33.1679
Si, 9.6576, 7.8387, 33.1096
Si, -0.009, 11.1431, 33.1339
Si, 3.8711, 11.137, 33.1873
Si, 7.7295, 11.1896, 33.1046
Si, 1.946, 1.1146, 35.5671
Si, 5.8075, 1.1181, 35.485
Si, 9.6467, 1.1173, 35.5209
Si, 0.0014, 4.4796, 35.5451
Si, 3.8653, 4.463, 35.5211
Si, 7.7273, 4.4501, 35.4865
Si, 1.9166, 7.8135, 35.5108
Si, 5.7956, 7.8035, 35.5274
Si, 9.6748, 7.8225, 35.4938
Si, -0.0012, 11.1551, 35.5091
Si, 3.8704, 11.1562, 35.5394
Si, 7.7384, 11.1725, 35.491
Si, -0.0011, -0.0039, 5.1214
Si, 3.8733, 0.0072, 5.1204
Si, 7.7319, 0.0025, 5.1476
Si, 1.9379, 3.342, 5.1384
Si, 5.7931, 3.3526, 5.1562
Si, 9.676, 3.3538, 5.129
Si, 0.0001, 6.6972, 5.1041
Si, 3.8742, 6.6933, 5.1446
Si, 7.733, 6.6982, 5.1454
Si, 1.939, 10.0548, 5.1188
Si, 5.8094, 10.0453, 5.1215
Si, 9.6568, 10.055, 5.1223
Si, 0.0028, -0.0132, 7.4818
Si, 3.8965, 0.0171, 7.4806
Si, 7.7372, 0.0209, 7.5272
Si, 1.9618, 3.3207, 7.5127
Si, 5.7956, 3.3671, 7.5441
Si, 9.7161, 3.3719, 7.4952
Si, 0.0201, 6.7009, 7.452
Si, 3.8949, 6.693, 7.5217
Si, 7.7456, 6.6971, 7.5245
Si, 1.9645, 10.0775, 7.4759
Si, 5.8453, 10.0398, 7.4821
Si, 9.6477, 10.0772, 7.4832
Si, 0.0229, 2.1962, 8.2806
Si, 3.8807, 2.2114, 8.3757
Si, 7.7684, 2.2873, 8.2579
Si, 1.9413, 5.5648, 8.2522
Si, 5.8256, 5.5862, 8.3781
Si, 9.7047, 5.6121, 8.2892
Si, -0.0023, 8.9565, 8.1474
Si, 3.9016, 8.9491, 8.2401
Si, 7.7585, 8.9201, 8.3399
Si, 1.9711, 12.3234, 8.2567
Si, 5.8005, 12.2619, 8.2878
Si, 9.6661, 12.304, 8.3208
Si, 0.0185, 2.0595, 10.6511
Si, 3.7814, 2.149, 10.7822
Si, 7.9422, 2.4942, 10.5938
Si, 1.6854, 5.6814, 10.588
Si, 5.9201, 5.5772, 10.7845
Si, 9.8233, 5.487, 10.6612
Si, -0.0151, 9.19, 10.4443
Si, 3.8443, 8.8816, 10.5839
Si, 7.7073, 8.8993, 10.733
Si, 2.0405, 12.3781, 10.6159
Si, 5.7484, 12.1122, 10.6483
Si, 9.6158, 12.3377, 10.7051
Si, 1.8996, 1.1017, 11.629
Si, 5.4803, 0.7853, 11.6367
Si, 9.6087, 1.175, 11.4659
Si, 0.0149, 4.2399, 11.3727
Si, 4.2385, 4.2453, 11.7566
Si, 7.9052, 4.643, 11.5418
Si, 1.7958, 7.931, 11.1951
Si, 5.7424, 7.8151, 11.5418
Si, 9.8069, 8.3714, 11.6934
Si, 0.0845, 11.3391, 11.2194
Si, 3.8019, 11.0517, 11.4923
Si, 7.7184, 11.1314, 11.4575
O, 3.6552, 11.0291, 13.1543
O, 9.973, 8.8555, 13.2706
O, 5.7046, 7.96, 13.2114
O, 7.9856, 4.6483, 13.2118
O, -0.0137, 4.115, 13.0312
O, 5.5501, 0.415, 13.2401
O, 9.2893, 1.3582, 13.106
O, 0.3544, 11.0435, 12.8307
O, 4.3946, 4.0784, 13.388
O, 1.915, 1.1196, 13.3052
O, 7.7023, 11.1319, 13.1106
O, 1.9675, 7.9753, 12.8361
O, 9.7153, 10.8925, 27.2863
O, 2.2186, 10.4084, 27.6173
O, 5.4167, 9.7102, 27.6281
O, 12.343, 6.888, 27.3031
O, 7.8024, 6.6586, 27.6991
O, 8.5372, 13.2777, 27.1334
O, 8.6165, 9.5114, 29.2036
O, 0.4889, 0.5199, 27.7274
O, 9.5444, 3.8583, 27.3904
O, 3.8694, 6.7304, 27.4732
O, 1.4446, 3.1026, 27.7488
O, 3.7517, -0.0072, 27.5015
Si, 6.9416, 9.0995, 19.3125
Si, 5.8154, 4.5475, 22.2981
Si, 3.6451, 0.7809, 26.0697
Si, 4.8632, 7.859, 17.4035
Si, 7.7547, 4.4887, 24.8232
Si, 3.8022, 5.9574, 26.0333
Si, 0.7464, 6.2403, 25.798
Si, 0.2741, 9.1578, 16.0108
Si, 6.2765, 3.3187, 19.6242
Si, 9.9023, 0.7117, 14.4721
Si, 7.881, 5.5486, 14.5748
Si, 3.7384, -0.9926, 19.1096
Si, 8.6718, 11.7993, 26.3946
Si, -0.3062, 0.4246, 19.6555
Si, 2.1233, 7.2786, 14.2798
Si, -0.0418, 11.6602, 14.2629
Si, 5.3848, 3.3115, 26.6131
Si, 9.9537, 4.4418, 16.6396
Si, 4.4933, 4.7462, 17.549
Si, 9.4689, 8.2302, 20.241
Si, 3.686, 3.483, 14.7344
Si, 5.2996, 7.2258, 14.6224
Si, 10.8427, 8.5993, 25.2524
Si, 5.115, 7.1751, 23.4623
Si, 1.2357, 0.8077, 14.7774
Si, 8.1439, 7.289, 26.2501
Si, 0.9111, 1.8363, 26.84
Si, 4.1836, 11.1802, 14.6951
Si, 2.6345, 12.1782, 24.1285
Si, 3.9421, 2.6298, 21.2688
Si, 5.0693, 0.6382, 14.7786
Si, 7.4917, 8.7694, 22.278
Si, 1.8429, 14.524, 17.7884
Si, 7.3117, 10.7216, 14.6337
Si, 9.5518, 11.4101, 20.6529
Si, 7.6394, 13.3553, 16.3074
Si, 1.6675, 10.188, 26.1113
Si, 2.7194, 9.952, 17.2399
Si, 3.8402, 9.5941, 24.222
Si, 10.3574, 3.7047, 25.9754
Si, 9.3233, 10.7528, 23.6072
Si, 6.9803, 12.0521, 19.0287
Si, 9.3555, 2.9324, 19.1656
Si, -0.8174, 5.5178, 19.2779
Si, 9.3503, 8.3836, 14.7244
Si, 2.19, 0.0933, 21.4991
Si, 2.0242, 3.9863, 19.2745
Si, 6.2457, 9.824, 26.2367
Si, 0.6972, 4.4498, 14.451
O, 0.8267, 0.6691, 20.814
O, 9.8234, 11.5382, 22.2672
O, 2.0504, 3.5507, 14.6529
O, 11.2072, 4.2014, 15.6288
O, 7.0542, 10.5089, 18.4862
O, 1.4869, 8.3507, 15.307
O, 2.1644, 1.4517, 25.8751
O, 3.7769, 13.1322, 24.8232
O, 1.6276, -1.781, 25.3
O, 0.1921, 9.5273, 26.2033
O, 7.1027, 8.4845, 25.9517
O, 9.2083, 3.726, 24.8045
O, 4.1773, 12.7374, 15.1834
O, 6.2987, 5.9297, 14.8027
O, 5.7183, 3.8917, 18.2055
O, 10.4004, 5.6391, 17.6814
O, 4.0401, 8.3661, 23.1694
O, 4.2114, 4.2445, 16.0459
O, 5.1154, 2.2748, 20.1557
O, 8.0277, 11.9921, 20.3133
O, 9.9023, 9.8412, 20.2141
O, 8.2711, 8.1535, 19.1153
O, 1.1754, 5.9876, 14.4441
O, 7.5713, 13.1265, 17.9291
O, 6.318, 0.7708, 15.8101
O, 1.075, 9.728, 17.3447
O, 1.7733, -0.5025, 22.9555
O, 5.3857, 12.4189, 19.3102
O, 6.7952, 3.7234, 25.906
O, 2.6838, 9.1836, 25.3079
O, 10.5915, 12.3751, 19.8695
O, 1.1586, 12.577, 14.8568
O, 4.2314, 4.4041, 26.2479
O, 9.2101, 11.828, 24.8437
O, 8.7401, 6.9142, 14.4313
O, 3.2008, 0.3567, 18.316
O, 7.0448, 4.4281, 23.3564
O, -0.2759, 1.4404, 14.7948
O, 10.4859, 8.2571, 15.9324
O, 3.2601, 11.0607, 18.3099
O, 5.5051, 8.196, 15.9292
O, 3.2055, 10.4135, 15.7386
O, 4.8618, 1.872, 26.0217
O, 1.9392, 1.2645, 16.1717
O, 8.926, 0.826, 15.7742
O, 10.1975, 12.5387, 14.114
O, 7.7551, 2.6569, 19.4143
O, 10.342, 9.531, 24.0139
O, 3.3816, 10.9177, 23.4043
O, 4.8662, 6.6666, 25.0063
O, 8.0043, 6.0588, 25.1925
O, 6.4045, 4.491, 20.7707
O, 0.4744, 13.724, 18.2129
O, 8.5599, 4.7382, 15.8247
O, 5.6977, 10.5844, 14.7443
O, 10.2063, 1.646, 19.7098
O, 5.2104, 9.9737, 25.0033
O, -0.3132, 10.4858, 15.3038
O, 3.687, 6.8769, 14.5761
O, 3.1087, 4.7862, 18.385
O, 9.6277, 7.9679, 26.147
O, 0.7263, 4.9675, 19.4883
O, 6.7032, 9.3097, 20.9336
O, 8.1206, 9.3854, 15.1015
O, 11.4111, 4.9213, 25.7444
O, 2.2968, 5.9271, 25.408
O, 4.9505, 5.9232, 22.4508
O, 7.8917, 10.0436, 23.2262
O, 4.1654, 1.9534, 14.8801
O, 11.7444, 7.3349, 24.7334
O, 2.967, -1.0042, 20.5588
O, 6.6079, 7.7689, 23.1929
O, 10.5567, 7.0261, 19.9358
O, 8.8284, 7.966, 21.7384
O, 1.6775, 16.007, 18.461
O, 3.374, 8.4896, 17.551
O, 9.6701, 3.1169, 17.5643
O, -1.7972, 4.3424, 19.9126
O, 5.6631, 8.3712, 18.6992
O, 7.7645, 11.8883, 15.6513
O, 3.2512, 1.2838, 21.8057
O, 7.1872, 11.1409, 26.3296
O, 2.7549, 3.609, 20.6896
O, 11.2271, 2.318, 25.952
O, 4.7283, 3.3408, 22.5153
O, 4.9614, 6.2685, 17.5017
O, -1.3998, 6.7807, 11.6372
O, 2.9578, 5.2437, 11.5581
O, 18.6656, 12.4229, 29.1681
O, 18.2524, -11.504, 11.4166
O, 10.5225, 15.9542, 29.4683
O, 10.5116, -7.1308, 29.1212

Results
free energy: -219172.922 eV
free energy less fixed offsets of O -568.88, Si -635.61 eV per atom: -0.832 eV

Forces (eV/angstrom), in the order of the atoms: element, x, y, z
Si, -0.0017, 0.0057, 0.0056
Si, -0.0001, 0.0016, 0.0044
Si, -0.0041, -0.0028, -0.0052
Si, -0.0085, -0.0008, -0.0076
Si, -0.0032, 0.0145, 0.0143
Si, -0.0008, 0.0021, 0.0235
Si, -0.0075, 0.0233, 0.0069
Si, 0.0023, 0.0034, 0.0052
Si, 0.0035, -0.0114, 0.0038
Si, -0.0026, 0.0103, 0.0141
Si, 0.0065, -0.0292, -0.0156
Si, -0.0069, -0.0076, -0.0014
Si, 0.0013, -0.0149, -0.0011
Si, 0.0234, 0.0222, -0.0003
Si, -0.015, -0.0038, -0.0037
Si, 0.0342, -0.0246, 0.0016
Si, -0.007, -0.0153, -0.0021
Si, -0.0077, -0.018, -0.0082
Si, 0.0347, -0.0119, -0.0111
Si, 0.0071, -0.0196, 0.0016
Si, -0.0251, 0.0049, 0.0019
Si, -0.0115, -0.0229, -0.0009
Si, 0.0373, 0.0086, -0.0012
Si, -0.0141, 0.0365, 0.0094
Si, 0.0023, -0.0008, -0.0353
Si, 0.0672, 0.0865, 0.0273
Si, -0.0405, 0.0073, 0.0515
Si, 0.0948, -0.0599, -0.0743
Si, -0.0016, -0.0105, 0.034
Si, -0.0552, 0.0069, 0.1493
Si, 0.1101, 0.0075, 0.0348
Si, 0.0255, -0.0461, -0.0004
Si, -0.0855, 0.0293, 0.0169
Si, -0.0359, -0.0053, -0.049
Si, 0.0846, 0.0388, -0.033
Si, -0.0297, 0.0961, -0.123
Si, -0.114, -0.0582, -0.1181
Si, 0.2457, -0.0273, 0.1009
Si, -0.1371, -0.0268, 0.0877
Si, 0.0259, 0.0816, 0.1592
Si, -0.005, -0.0816, -0.0518
Si, -0.0791, 0.0242, -0.0418
Si, -0.0804, 0.1231, 0.2016
Si, -0.1464, -0.0179, -0.0201
Si, 0.1012, -0.0946, -0.2347
Si, -0.0577, -0.0589, 0.0296
Si, 0.1344, -0.015, -0.0401
Si, -0.0398, 0.0099, -0.0518
Si, -0.0438, -0.0103, 0.0101
Si, 0.0841, -0.0078, -0.0021
Si, -0.0461, -0.0103, -0.0103
Si, 0.0043, 0.0314, 0.0051
Si, 0.0005, -0.0147, -0.0039
Si, -0.0276, 0.0135, 0.0062
Si, -0.0253, 0.0561, -0.005
Si, -0.0551, 0.006, 0.002
Si, 0.0331, -0.029, 0.0127
Si, -0.0209, -0.0069, -0.0034
Si, 0.049, 0, 0.0032
Si, -0.0153, 0.0153, 0.0024
Si, 0.0055, 0.0008, -0.0162
Si, -0.0031, -0.0036, 0.0021
Si, 0.0048, -0.0025, -0.003
Si, 0.0006, -0.0011, 0.0149
Si, -0.0006, -0.0141, -0.035
Si, 0.0137, -0.0009, 0.0026
Si, 0.0048, -0.0268, 0.0126
Si, -0.0003, -0.0025, -0.0174
Si, -0.0052, 0.023, -0.0093
Si, 0.0093, -0.0122, -0.0308
Si, -0.0018, 0.0278, 0.0354
Si, -0.0046, 0.0035, -0.0003
Si, 0.0025, 0.0005, -0.0092
Si, -0.0022, 0.0008, -0.0136
Si, 0.0192, 0.012, -0.0052
Si, -0.0042, -0.0094, -0.0125
Si, -0.0012, -0.0039, 0.0027
Si, -0.0021, 0.0025, 0.0057
Si, 0.0046, 0.0007, 0.0031
Si, -0.0053, 0.0013, -0.0177
Si, -0.0009, 0.0083, -0.0079
Si, 0.001, -0.0008, -0.0136
Si, 0.0008, -0.0049, -0.0066
Si, 0, 0.0013, -0.012
Si, -0.0014, 0.0073, 0.0035
Si, 0.0037, 0.0036, -0.0022
Si, 0.0024, -0.01, -0.0184
Si, 0.0218, 0.0173, -0.0074
Si, 0.0016, -0.0031, -0.0028
Si, -0.017, 0.0002, 0.0142
Si, -0.0043, -0.0043, 0.0009
Si, 0.0003, -0.0031, -0.0001
Si, 0.0144, -0.0019, -0.0017
Si, -0.0011, 0.002, -0.0008
Si, -0.0248, 0.0008, 0.016
Si, -0.0015, 0.0025, 0.001
Si, 0.0002, -0.002, -0.008
Si, -0.0006, 0.0011, 0.0017
Si, -0.0012, -0.0008, -0.0082
Si, -0.003, -0.0001, 0.0007
Si, 0.0014, 0.0001, 0.0017
Si, 0.0017, -0.0014, -0.0013
Si, 0.0026, 0.0014, -0.0047
Si, 0.0011, 0.0008, 0.0045
Si, -0.0005, 0.0034, -0.0068
Si, -0.0009, 0.001, 0.0023
Si, 0.002, -0.0029, -0.005
Si, -0.0002, -0.0006, 0.0023
Si, -0.001, 0.0014, 0.0015
Si, 0.0025, 0.0012, -0.0016
Si, -0.0002, 0.0011, 0.0023
Si, 0.0026, 0.0003, 0.001
Si, 0.0012, -0.0019, 0.0016
Si, -0.0003, -0.0022, -0.002
Si, -0.0033, -0.0001, -0.0008
Si, 0.0009, 0.0009, 0.0036
Si, -0.0005, 0.0017, -0.0019
Si, -0.0004, -0.0023, 0.0024
Si, 0.003, -0.0007, 0.0045
Si, 0.0005, -0.0008, 0.0013
Si, 0.0018, -0.0003, -0.002
Si, -0.0007, -0.0003, 0
Si, -0.0006, -0.001, -0.0008
Si, -0.0002, 0.0007, -0.0008
Si, -0.0001, -0.0002, -0.0013
Si, 0.0001, 0.0003, -0.0021
Si, 0.0009, -0.0003, 0.0004
Si, -0.0022, -0.0023, -0.0025
Si, -0.0014, -0.0013, -0.0004
Si, -0.0005, 0.0003, -0.0004
Si, -0.002, -0.0003, -0.0011
Si, -0.0002, 0.0011, -0.0007
Si, 0.0004, -0.0001, -0.0002
Si, 0.0008, 0.0005, -0.0012
Si, -0.0009, -0.0006, 0.0016
Si, 0, -0.001, -0.0007
Si, 0.0002, -0.0002, -0.0009
Si, 0.0001, -0.0021, 0.0021
Si, 0.0002, -0.0025, -0.0025
Si, -0.0004, -0.001, -0.0014
Si, -0.0015, 0.0001, 0
Si, 0.0004, -0.0001, -0.0002
Si, -0.0006, -0.0004, -0.0021
Si, -0.0016, 0.0002, -0.0009
Si, -0.0005, -0.0015, -0.0055
Si, -0.0015, -0.0001, -0.0016
Si, 0.0036, 0.0011, -0.0025
Si, -0.001, -0.0036, -0.0024
Si, -0.0025, 0.0006, -0.0007
Si, -0.0014, 0.001, -0.0048
Si, 0.0045, 0.0007, 0.0002
Si, 0.0021, 0.0003, -0.0019
Si, 0.0009, -0.0006, -0.0025
Si, -0.0019, 0.001, -0.0043
Si, 0.0018, -0.0004, -0.0001
Si, 0.001, -0.0009, -0.0028
Si, 0.0047, 0.0029, 0.0026
Si, -0.0001, -0.0011, 0.005
Si, 0, -0.0027, 0.004
Si, -0.0027, -0.0003, -0.0006
Si, 0.0021, -0.0006, 0.0032
Si, -0.0015, -0.0008, 0.011
Si, 0.0002, 0.0012, 0.0014
Si, -0.0019, -0.0008, 0.0021
Si, -0.0007, 0.0012, 0.0003
Si, 0.0016, 0.0005, 0.0021
Si, -0.0007, 0.0003, -0.0014
Si, -0.0036, 0.0016, 0.0028
Si, 0.003, 0.0025, -0.0012
Si, -0.0012, 0, 0.0053
Si, -0.0015, 0.0027, 0.0084
Si, -0.033, 0.0273, -0.0081
Si, -0.0088, 0.0012, 0.0001
Si, 0.0022, 0.0032, -0.0196
Si, 0.0004, -0.0072, 0.007
Si, 0.0072, -0.0036, -0.0015
Si, -0.0045, -0.0066, 0.0043
Si, 0.0019, 0.0015, 0.003
Si, -0.0015, -0.005, 0.0005
Si, 0.0007, -0.0093, 0.0057
Si, -0.0032, 0.0007, 0.0098
Si, 0.0158, 0.0187, 0.0203
Si, -0.0084, -0.0036, 0.0106
Si, -0.0035, -0.0196, 0.0258
Si, 0.0388, -0.022, 0.0023
Si, 0.0018, -0.0111, 0.0068
Si, -0.009, 0.0121, 0.022
Si, 0.0017, -0.0006, 0.0084
Si, 0.0035, 0.021, -0.0101
Si, -0.0052, -0.0004, 0.0064
Si, -0.0128, 0.0014, 0.0123
Si, 0.0181, 0.0142, 0.0208
O, 0.0037, 0.0027, -0.009
O, -0.0022, -0.0015, 0
O, 0.0018, 0.0006, -0.0101
O, -0.0013, -0.0032, -0.0106
O, 0.0132, 0.0125, 0.0057
O, 0.0002, 0.0137, -0.0051
O, 0.0053, 0.0003, -0.0107
O, -0.0048, 0.0084, 0.0042
O, 0.0003, -0.0051, 0.0145
O, -0.0014, -0.002, -0.0097
O, -0.0044, -0.0041, -0.0164
O, 0.0002, -0.0304, 0.0332
O, 0.0062, -0.0061, 0.0067
O, 0.0002, -0.0005, 0.0087
O, 0.0003, 0.0019, 0.0102
O, -0.001, 0.0077, 0.0118
O, -0.0008, -0.002, 0.0093
O, -0.0045, 0.0097, -0.0031
O, -0.0133, -0.0045, 0.0091
O, -0.0045, -0.009, 0.005
O, -0.0031, -0.0024, 0.0146
O, 0.0014, -0.0008, 0.015
O, 0.0065, 0.0075, 0.0075
O, 0.0017, -0.0011, 0.0082
Si, -0.0066, -0.004, -0.0062
Si, -0.0014, 0.0014, 0.0003
Si, -0.0006, -0.0069, 0.0027
Si, -0.0009, -0.0028, 0.0133
Si, -0.0029, 0.0007, -0.0001
Si, 0.0062, 0.0013, 0.0008
Si, -0.003, -0.0033, -0.0061
Si, 0.0059, 0.0044, -0.0068
Si, -0.002, 0.0044, -0.0018
Si, 0.0013, -0.0043, -0.0019
Si, 0.0032, 0.0008, 0.0081
Si, -0.0024, -0.0022, -0.0017
Si, 0.0019, -0.0017, 0.0045
Si, 0.0005, -0.0005, -0.0013
Si, -0.0488, -0.0013, -0.0026
Si, -0.0051, -0.0119, 0.0004
Si, -0.0001, 0.0043, 0.0021
Si, -0.0046, 0.0023, 0.0007
Si, 0.0106, 0.0158, -0.0073
Si, -0.0029, -0.0005, 0.0024
Si, 0.0218, -0.0041, 0.0095
Si, 0.0016, 0.0008, -0.0002
Si, 0.0022, -0.0015, -0.0036
Si, -0.0026, 0.0048, -0.0018
Si, 0.0038, 0.0003, -0.0084
Si, 0.0014, -0.0016, 0.0017
Si, -0.0014, 0.0041, 0.006
Si, 0.0004, -0.0051, -0.0061
Si, 0.0016, -0.0042, 0.0001
Si, 0.0006, -0.0002, -0.0003
Si, 0.0067, 0.0293, 0.0003
Si, 0.001, -0.0003, 0.0001
Si, 0.002, -0.0011, 0.0021
Si, -0.0041, 0.0118, 0.0026
Si, 0.001, -0.0001, -0.0001
Si, -0.0011, -0.0005, -0.005
Si, 0.0044, -0.0016, -0.0015
Si, -0.0007, -0.0032, 0.0053
Si, -0.0021, 0.002, -0.0014
Si, 0.0003, 0.0007, 0.0044
Si, -0.0024, -0.002, -0.0036
Si, 0.0002, -0.0035, -0.0026
Si, 0.0015, 0.0007, -0.0033
Si, 0.0005, 0.0011, -0.0036
Si, 0.0055, -0.0029, -0.0027
Si, -0.0001, -0.0024, 0.001
Si, 0.0007, 0.0018, -0.0033
Si, -0.0003, -0.0022, -0.0078
Si, -0.0098, 0.037, -0.004
O, 0.0015, 0.0013, 0.0009
O, -0.0003, -0.0001, 0.0028
O, -0.0037, 0.0024, 0.0023
O, 0.0249, 0.0067, -0.0207
O, -0.0006, -0.0031, 0.0018
O, 0.0113, -0.038, -0.0264
O, -0.005, 0.0011, -0.0033
O, 0.0022, 0.003, 0.0011
O, -0.0004, 0.0027, -0.0008
O, -0.0015, -0.001, 0.002
O, -0.0009, 0.0031, -0.0018
O, 0.0021, -0.0009, -0.0005
O, 0.0049, 0.0036, 0.0022
O, 0.0008, 0.0007, 0.0005
O, -0.0077, 0.008, -0.0071
O, 0.0008, -0.001, 0.0014
O, 0.003, -0.0022, 0.0017
O, -0.0072, -0.0158, 0.0028
O, -0.0002, 0.0001, 0.0008
O, 0.0006, -0.0004, -0.0002
O, 0.0011, 0.001, -0.0022
O, -0.0024, 0.0044, 0.0013
O, 0.0199, 0.0172, -0.0234
O, 0.0002, -0.0003, -0.0018
O, -0.0288, -0.0005, -0.0198
O, -0.0006, -0.0036, -0.0062
O, 0.0007, 0.0002, 0.0003
O, 0, 0, -0.0004
O, -0.0021, -0.0028, 0.0016
O, -0.0019, -0.0002, 0.0008
O, -0.0002, -0.0007, -0.0005
O, -0.0015, -0.001, 0.0005
O, 0.0025, -0.002, -0.002
O, -0.001, 0.0015, 0.002
O, 0.0002, 0.0025, 0.0023
O, -0.0002, 0.0001, 0.0005
O, 0.004, -0.0009, 0.0029
O, 0.0015, 0.002, 0.0034
O, -0.0044, -0.0001, -0.0022
O, 0.0001, 0.0022, 0
O, -0.0003, -0.0043, -0.003
O, 0.0018, 0.0004, -0.0024
O, 0.0065, 0.005, -0.0013
O, -0.0012, 0.0003, -0.0042
O, 0.0029, -0.0002, -0.0028
O, 0.003, -0.0047, 0.002
O, 0.0009, -0.002, 0.0021
O, 0.0002, 0.0014, -0.0001
O, -0.0006, 0.0003, 0.0018
O, -0.0023, -0.001, 0.002
O, 0.0011, 0.0038, -0.0019
O, 0, -0.0003, 0.0002
O, -0.0013, 0.0002, 0.0006
O, -0.0066, 0.0039, -0.0053
O, 0.0135, 0.003, -0.0025
O, 0.0006, 0.0003, 0.0011
O, 0.0055, -0.0001, 0.0061
O, 0.0068, 0.0094, -0.0121
O, -0.0092, 0.0035, -0.0035
O, 0.0055, 0.0017, -0.0028
O, -0.0023, 0.0002, 0.0017
O, 0.0008, -0.0011, 0.0014
O, 0.0008, 0, 0.0012
O, -0.0018, 0.0025, 0.0035
O, -0.0014, -0.0051, -0.0026
O, 0.0006, -0.0002, -0.0019
O, 0.0008, -0.0002, 0
O, 0.0018, 0.0017, -0.0008
O, 0.0117, -0.0102, -0.0156
O, 0.0007, 0.0019, -0.0026
O, -0.0001, 0.0021, -0.0001
O, -0.0006, -0.0014, 0.0002
O, 0.0008, 0.0006, 0.0002
O, 0, 0.0008, -0.0023
O, -0.0006, 0.0011, 0.0011
O, 0.0078, -0.0001, 0.0001
O, -0.0002, -0.0004, 0.0014
O, 0.0004, 0.0005, 0.0021
O, 0.002, -0.0013, -0.0095
O, -0.0085, -0.0138, -0.0085
O, 0, 0.0003, -0.0012
O, 0.0016, 0.0021, -0.0018
O, 0.0009, -0.0007, 0.0039
O, 0.0022, -0.0023, -0.0012
O, -0.0009, -0.0007, -0.0024
O, -0.0113, -0.0177, -0.002
O, -0.0007, -0.005, 0.0134
O, 0.0002, -0.0006, 0.0038
O, 0.0093, -0.0101, -0.0068
O, -0.0174, -0.0157, -0.0043
O, 0.0025, 0.0019, -0.0002
O, -0.0053, -0.0048, -0.0023

The program warned: the cutoff lies below the one the program advises for these potential files; the forces do not sum to zero within the program's tolerance; the exchange-correlation potential is rough where the density is thin.
